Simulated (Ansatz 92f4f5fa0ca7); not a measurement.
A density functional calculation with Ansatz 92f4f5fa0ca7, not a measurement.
Periodic cell of 289 atoms, Si144O113H32, with a vacuum gap, from a study of silicon, its oxide and their interface. The atomic structure is a simulated model.

Settings: functional r2SCAN; potential files Ansatz PAW; basis plane waves; wave-function cutoff 800 eV; density cutoff ratio 5; exchange-correlation grid ratio 1; k mesh 1 x 1 x 1, shifted by 0.5 0.5 0 of a step; self-consistency stop 1e-11 eV per atom in the density residual; occupations fixed; spin none; net charge 0; applied field sawtooth along c, amplitude -0.015 V/angstrom in the program's sign convention, ramp centred at 0.9897 of c and 0.0207 of c wide, no dipole correction.

Cell vectors (angstrom)
a, 10.88, 0, 0
b, 0, 10.88, 0
c, 0, 0, 48.4025

Atoms: element, x, y, z (angstrom)
Si, 12.4136, 5.4429, 25.9262
Si, 10.3094, 4.5273, 29.1093
Si, 6.506, 9.4726, 32.3075
Si, 6.476, 7.6217, 24.5388
Si, 3.6323, 5.1982, 27.9905
Si, 7.8601, 4.8685, 33.2938
Si, 6.5666, 5.5837, 26.8484
Si, 2.7735, 5.3094, 32.6851
Si, 7.0373, 9.3028, 34.6815
Si, 10.7212, 13.019, 33.895
Si, 6.9036, 4.0307, 35.1867
Si, 10.0125, 6.8507, 34.6101
Si, 2.4974, 9.8783, 34.5904
Si, 5.3523, 13.1495, 34.9982
Si, 11.6351, 16.6078, 35.95
Si, 5.4244, 7.5363, 34.9598
Si, 6.2457, 11.1692, 35.9876
Si, 8.7794, 14.0444, 36.1774
Si, 6.1097, 5.8251, 36.3541
Si, 8.7953, 8.347, 35.9653
Si, 11.7373, 10.97, 35.8529
Si, 14.3887, 13.983, 36.1645
Si, 12.9786, 15.1243, 34.6878
Si, 3.6254, 8.4798, 36.0469
Si, 4.8572, 9.9064, 37.4357
Si, 7.6422, 12.4294, 37.4286
Si, 4.7254, 15.3371, 37.6155
Si, 7.5987, 7.1148, 37.5605
Si, 10.2434, 9.7619, 37.2549
Si, 12.9328, 12.5148, 37.3011
Si, 10.288, 15.3286, 37.4263
Si, 13.0176, 7.1017, 37.3092
Si, 6.1891, 8.5128, 38.8181
Si, 8.9697, 11.097, 38.7772
Si, 6.2237, 13.8759, 38.7272
Si, 8.9703, 16.639, 38.8408
Si, 11.6318, 8.4572, 38.6521
Si, 14.3134, 11.2259, 38.7266
Si, 11.6216, 13.8892, 38.7309
Si, 14.253, 16.6927, 38.879
Si, 7.5731, 9.8219, 40.1806
Si, 10.2822, 12.5287, 40.1144
Si, 7.5663, 15.2459, 40.0914
Si, 10.3247, 7.1346, 40.1216
Si, 12.9736, 9.8231, 40.0368
Si, 4.8303, 12.5566, 40.082
Si, 12.9374, 15.2508, 40.1662
Si, 4.8143, 7.147, 40.1676
Si, 6.1664, 11.2112, 41.4791
Si, 8.8958, 13.9013, 41.4627
Si, 6.2137, 16.6052, 41.4465
Si, 8.9493, 8.4437, 41.4979
Si, 11.6609, 11.163, 41.4437
Si, 3.5031, 13.9043, 41.4651
Si, 11.6041, 5.7601, 41.5155
Si, 14.3094, 8.5206, 41.4694
Si, 4.0353, 8.1937, 6.944
Si, 6.7632, 10.9179, 6.9322
Si, 4.1239, 13.5856, 6.9231
Si, 6.8217, 5.3995, 6.9257
Si, 9.56, 8.1511, 6.9315
Si, 12.2926, 10.8336, 6.9031
Si, 9.467, 13.6145, 6.9449
Si, 12.2215, 5.4846, 6.9355
Si, 5.4197, 6.7806, 8.1946
Si, 8.1474, 9.5217, 8.1863
Si, 5.4383, 12.2481, 8.3742
Si, 8.1292, 4.0714, 8.3779
Si, 10.8924, 6.8242, 8.3677
Si, 2.7183, 9.5268, 8.3932
Si, 10.8979, 12.2142, 8.1554
Si, 2.7605, 14.9975, 8.1778
Si, 6.7702, 8.1578, 9.488
Si, 9.5475, 10.8516, 9.4874
Si, 6.7759, 13.5999, 9.7887
Si, 9.5019, 5.4705, 9.709
Si, 1.3794, 8.1476, 9.8031
Si, 4.0912, 10.8843, 9.7717
Si, 12.2824, 13.5966, 9.4139
Si, 4.1042, 5.4252, 9.5788
Si, 5.5135, 9.4319, 11.0151
Si, 8.2589, 12.1614, 10.9312
Si, 5.3506, 4.1225, 11.1048
Si, 8.0474, 6.8773, 10.9579
Si, -0.0876, 9.5654, 11.0286
Si, 2.6618, 12.3619, 10.9531
Si, 10.9868, 4.026, 10.8337
Si, 2.8323, 6.7299, 11.0731
Si, 4.6262, 7.6652, 12.3371
Si, 7.3383, 10.3756, 12.1506
Si, 3.5465, 3.2004, 12.3462
Si, 6.3539, 5.8907, 12.2979
Si, 8.9764, 8.6376, 12.2573
Si, 0.8332, 11.4396, 12.0917
Si, 8.6896, 2.8748, 14.7189
Si, 1.7825, 4.9402, 12.2009
Si, 5.1936, 11.7626, 28.2348
Si, 10.0726, 13.1535, 12.0608
Si, 5.9653, 10.0962, 18.9879
Si, 10.1232, 10.2668, 18.3663
Si, 5.5259, 6.7675, 32.777
Si, 1.4704, 11.0851, 14.279
Si, 2.7036, 9.1682, 21.6037
Si, 12.079, 7.97, 19.3778
Si, 4.7036, 7.026, 22.039
Si, 3.8406, 8.35, 17.7516
Si, 3.0112, 8.4733, 14.8999
Si, 2.6898, 12.1189, 21.4821
Si, 9.1168, 13.5579, 31.3885
Si, 6.4177, 13.7557, 26.2536
Si, 2.1665, 14.7302, 30.0613
Si, 10.6351, 10.8904, 25.3091
Si, 4.299, 3.5065, 17.0237
Si, 12.2303, 4.1164, 16.9364
Si, 8.5226, 9.4938, 23.538
Si, 11.9138, 7.9773, 32.5528
Si, 4.285, 11.72, 32.7512
Si, 8.8901, 6.8209, 27.9314
Si, 7.4394, 5.7411, 14.4104
Si, 10.7167, 12.3887, 16.466
Si, 8.3203, 9.1154, 20.4414
Si, 11.8589, 9.3948, 29.8062
Si, 7.521, 11.1461, 30.0458
Si, 2.4285, 7.8062, 27.5232
Si, 8.1644, 6.2207, 19.2627
Si, 10.2269, 4.8195, 26.2428
Si, 5.3368, 14.2522, 23.5168
Si, 9.5152, 9.9485, 28.1676
Si, 5.922, 6.0517, 17.0888
Si, 11.6058, 3.4626, 21.6091
Si, 7.2484, 12.2434, 23.9093
Si, 5.0047, 13.0345, 19.6384
Si, 8.9019, 7.5916, 14.3898
Si, 7.8102, 9.7149, 16.4259
Si, 4.0383, 12.8518, 14.3299
Si, 2.5904, 10.6965, 24.1238
Si, 2.7669, 11.9098, 30.0444
Si, 9.818, 13.6136, 24.0943
Si, 4.585, 9.6781, 26.119
Si, 11.7083, 6.2903, 14.9154
Si, 6.217, 4.7309, 21.0104
Si, 2.7814, 4.9454, 23.0935
Si, 10.7809, 5.0749, 19.3345
Si, 6.7482, 11.5073, 14.0855
O, 5.5516, 8.6518, 25.3588
O, 10.2701, 12.9426, 32.3473
O, 12.953, 10.4804, 30.2354
O, 9.5673, 5.9761, 29.1454
O, 3.315, 11.1324, 33.9159
O, 5.0006, 13.0201, 33.389
O, 12.0359, 13.9284, 34.0415
O, 10.1232, 10.4577, 26.7691
O, 5.3757, 10.6154, 32.3802
O, 9.5256, 13.5984, 34.7865
O, 10.9807, 11.5441, 34.4895
O, 4.1728, 13.392, 18.2913
O, 6.7898, 9.6467, 17.666
O, 1.9937, 9.5513, 14.2736
O, 6.8873, 5.9196, 32.5354
O, 4.2208, 8.1683, 13.8645
O, 5.7326, 8.1013, 31.8593
O, 5.4127, 10.5361, 27.2026
O, 11.5606, 8.4407, 31.0592
O, 3.542, 9.0479, 16.3162
O, 6.3159, 6.1325, 15.5308
O, 3.5416, 6.3451, 22.9231
O, 9.1696, 10.2804, 19.6781
O, 10.5692, 7.8359, 33.4295
O, 9.7401, 14.3434, 30.1438
O, 7.292, 6.5701, 27.9018
O, 11.8307, 13.5452, 16.3922
O, 10.4404, 7.2869, 14.8587
O, 6.5261, 6.2452, 25.371
O, 2.528, 7.7979, 18.491
O, 2.3973, 15.04, 31.6165
O, 3.5323, 15.0936, 29.2617
O, 2.6965, 10.6186, 20.8834
O, 5.4833, 4.5305, 17.3777
O, 7.3917, 13.005, 14.1142
O, 12.6389, 6.5501, 32.4762
O, 2.6793, 12.0722, 14.7324
O, 3.9329, 10.6747, 25.019
O, 9.8614, 2.7992, 13.6111
O, 4.7374, 7.0653, 17.4252
O, 7.5038, 9.892, 31.0871
O, 8.0125, 8.4151, 15.4973
O, 9.2743, 13.0551, 16.0706
O, 8.7325, 9.0984, 21.9934
O, 6.7406, 9.4413, 20.2594
O, 10.7188, 11.7297, 17.9644
O, 11.4587, 5.28, 16.141
O, 10.1557, 14.8062, 27.6103
O, 5.9079, 3.4267, 20.0962
O, 8.2393, 4.4085, 14.939
O, 10.3089, 12.4506, 25.094
O, 2.9339, 4.3308, 16.7913
O, 11.1524, 11.2721, 15.3672
O, 3.2198, 6.7094, 28.408
O, 4.269, 5.8453, 32.3468
O, 8.2175, 10.7815, 28.628
O, 2.1881, 7.1125, 15.1688
O, 8.2432, 14.6145, 32.2201
O, 10.9379, 13.9322, 23.0027
O, 3.8022, 14.5755, 23.1903
O, 5.4816, 14.4451, 25.113
O, 2.6235, 4.6544, 26.844
O, 8.2064, 12.3731, 30.8166
O, 5.1061, 5.2738, 27.4062
O, 1.4129, 12.9975, 21.0114
O, 9.3604, 5.344, 18.6279
O, 1.852, 4.6051, 21.83
O, 8.489, 13.1061, 23.3142
O, 11.8849, 5.4173, 13.5715
O, 11.8657, 4.7811, 29.4666
O, 9.1794, 5.6791, 33.826
O, 7.4185, 10.6787, 23.6338
O, 9.9176, 9.9946, 24.1664
O, 11.7997, 4.1905, 18.4746
O, 7.2255, 10.8815, 15.4948
O, 6.261, 15.2167, 22.5878
O, 1.4971, 8.3684, 20.9157
O, 9.5531, 14.9335, 24.9839
O, 5.5903, 13.134, 27.4798
O, 5.8561, 11.6924, 19.2791
O, 7.1236, 6.4461, 18.0722
O, 12.6468, 13.1712, 29.866
O, 4.0192, 12.8037, 20.891
O, 9.2707, 9.9287, 17.0433
O, 2.471, 9.3677, 23.1943
O, 5.133, 5.9558, 20.8877
O, 2.6549, 11.9683, 23.1093
O, 12.5494, 7.0347, 26.3106
O, 4.6211, 2.7335, 15.6431
O, 3.4221, 8.8877, 26.89
O, 12.8595, 9.0546, 33.2827
O, 7.6033, 5.3767, 20.5221
O, 11.3896, 6.5401, 19.5432
O, 11.227, 9.1206, 18.6211
O, 6.0308, 11.5701, 29.5981
O, 10.5229, 4.1748, 20.6554
O, 5.8584, 12.7352, 23.2313
O, 8.6603, 7.673, 19.7858
O, 9.4415, 6.225, 26.5212
O, 7.964, 8.2379, 24.3824
O, 4.5114, 9.443, 18.7396
O, 4.0981, 8.3708, 21.384
O, 12.229, 10.7195, 25.1513
O, 5.9248, 7.3895, 23.0322
O, 7.2342, 12.564, 25.5131
O, 12.753, 5.1187, 24.3915
O, 10.5378, 10.2021, 29.3861
O, 9.1742, 8.3822, 28.057
O, 3.6584, 11.8462, 28.7032
O, 7.3043, 15.0049, 26.7958
O, 5.1387, 11.7026, 13.9698
O, 3.5697, 12.1973, 31.4065
O, 12.2771, 8.543, 28.5052
H, 5.3365, 10.3976, 42.4115
H, 6.9811, 12.04, 42.4115
H, 9.7005, 14.7398, 42.3952
H, 8.0551, 13.0988, 42.3952
H, 7.0416, 17.4209, 42.3789
H, 5.3968, 15.7785, 42.3789
H, 8.1284, 7.621, 42.4303
H, 9.768, 9.2686, 42.4303
H, 12.4969, 11.9704, 42.3761
H, 10.8383, 10.342, 42.3761
H, 4.3327, 14.7183, 42.3975
H, 2.7015, 13.0628, 42.3975
H, 12.4197, 6.5881, 42.4479
H, 10.7748, 4.9459, 42.4479
H, 13.4982, 7.6884, 42.4018
H, 15.1371, 9.3366, 42.4018
H, 4.8653, 9.0073, 6.0116
H, 3.2077, 7.3778, 6.0116
H, 7.6039, 11.7203, 5.9998
H, 5.9485, 10.089, 5.9998
H, 4.9407, 14.4123, 5.9906
H, 3.2943, 12.7716, 5.9906
H, 5.9938, 4.5838, 5.9933
H, 7.6426, 6.2222, 5.9933
H, 10.3826, 8.9721, 5.999
H, 8.7413, 7.3262, 5.999
H, 11.4566, 10.0263, 5.9706
H, 13.0942, 11.6751, 5.9706
H, 8.6623, 12.776, 6.0125
H, 10.2963, 14.4288, 6.0125
H, 13.0328, 6.3168, 6.0031
H, 11.4059, 4.6567, 6.0031

Results
free energy: -157064.945 eV
free energy less fixed offsets of H -15.71, O -570.45, Si -639.56 eV per atom: -4.735 eV

Forces (eV/angstrom), in the order of the atoms: element, x, y, z
Si, 0.0059, -0.0077, -0.0607
Si, -0.0103, 0.0147, -0.0644
Si, 0.0074, 0.0294, -0.062
Si, 0.0016, 0.0053, -0.075
Si, 0.0087, 0.0129, -0.0609
Si, -0.0002, -0.0162, -0.0297
Si, 0.005, -0.0026, -0.0617
Si, -0.0124, -0.0037, -0.0477
Si, 0.0027, 0.0022, 0.0175
Si, 0.0024, 0.0094, -0.0379
Si, 0.0122, 0.0161, -0.0029
Si, 0.0057, 0.0006, -0.02
Si, 0.0054, -0.0021, -0.0173
Si, -0.0151, -0.0134, -0.0206
Si, -0.0141, 0.0123, -0.0093
Si, -0.0119, -0.0007, 0.0144
Si, -0.0156, 0.0111, -0.0171
Si, -0.0169, 0.0103, -0.0244
Si, 0.0163, -0.0147, -0.0181
Si, 0.0072, -0.0195, -0.0141
Si, 0.0214, -0.013, -0.0208
Si, 0.0098, -0.0043, -0.0139
Si, -0.0003, -0.0144, -0.0001
Si, -0.004, 0.0239, -0.0167
Si, 0.0163, -0.0094, -0.0036
Si, 0.0131, -0.0121, 0.0109
Si, -0.0135, 0.0219, 0.0086
Si, -0.022, 0.0166, -0.004
Si, -0.0212, 0.0124, 0.0053
Si, -0.0064, 0.0185, 0.0072
Si, 0.0076, -0.0013, 0.0061
Si, 0.0224, -0.0279, 0.0128
Si, 0.0018, 0.0001, 0.0173
Si, -0.0087, -0.0042, 0.0171
Si, -0.0122, 0.0145, 0.0156
Si, -0.0091, -0.0106, 0.0208
Si, 0.0041, -0.0069, 0.0369
Si, 0.0115, -0.0094, 0.0191
Si, 0.0081, 0.0129, 0.0307
Si, 0.0047, 0.0036, 0.0055
Si, 0.0054, 0.0095, 0.1529
Si, -0.0097, -0.0108, 0.1423
Si, -0.0047, -0.009, 0.2034
Si, 0.0074, 0.0051, 0.2369
Si, 0.0218, 0.0226, 0.205
Si, -0.0133, -0.0144, 0.2117
Si, 0.0087, 0.0074, 0.1508
Si, 0, -0.0022, 0.1353
Si, 0.1881, -0.0971, 0.2474
Si, 0.1006, -0.1657, 0.2886
Si, -0.1918, 0.158, 0.3225
Si, -0.1222, 0.1908, 0.3798
Si, -0.1398, 0.1433, 0.2819
Si, -0.1529, 0.1184, 0.3096
Si, 0.1153, -0.1468, 0.3869
Si, 0.1821, -0.1772, 0.3391
Si, 0.0638, -0.1746, -0.2602
Si, 0.1175, -0.096, -0.3523
Si, -0.0501, 0.0988, -0.3376
Si, -0.142, 0.1276, -0.3219
Si, -0.1013, 0.0391, -0.3586
Si, -0.1458, 0.1391, -0.344
Si, 0.1718, -0.102, -0.3299
Si, 0.0627, 0.0057, -0.3752
Si, 0.0132, 0.0064, -0.1461
Si, -0.015, -0.0079, -0.1497
Si, -0.0234, -0.01, -0.1955
Si, 0.044, 0.0434, -0.202
Si, 0.0046, 0.0039, -0.1903
Si, -0.0063, -0.0259, -0.1917
Si, 0.0065, -0.0002, -0.1438
Si, -0.0126, -0.0322, -0.1641
Si, 0.002, 0.0009, 0.0065
Si, 0.0139, -0.0082, 0.0101
Si, 0.0029, -0.0052, -0.0477
Si, 0.002, 0.0019, -0.0286
Si, -0.0128, 0.0037, -0.0407
Si, 0.0032, 0.0072, -0.0379
Si, -0.0047, -0.0018, 0.0076
Si, -0.0058, 0.0208, -0.0123
Si, 0.0344, -0.0364, -0.0058
Si, 0.046, -0.0345, -0.016
Si, -0.021, 0.0225, -0.0158
Si, -0.0226, 0.0372, -0.003
Si, -0.0294, 0.0315, -0.0151
Si, -0.0382, 0.0309, -0.0049
Si, 0.0426, -0.0364, -0.0085
Si, 0.029, -0.0286, -0.0026
Si, 0.0015, 0.0055, -0.0172
Si, -0.0123, 0.0063, 0.0122
Si, 0.0144, -0.0096, 0.002
Si, 0.0115, -0.0047, 0
Si, 0.0037, -0.0012, 0.0089
Si, 0.0139, 0.0081, 0.0142
Si, 0.006, 0.0033, -0.0535
Si, -0.0165, 0.005, -0.0181
Si, 0.0077, 0.0005, -0.0714
Si, 0.014, 0.0024, -0.0159
Si, 0.001, -0.0131, -0.0682
Si, -0.0001, 0.0193, -0.0728
Si, -0.0006, -0.0196, -0.0384
Si, 0.0026, 0.009, -0.0542
Si, -0.0171, -0.0056, -0.0643
Si, 0.0027, 0.0025, -0.065
Si, -0.0123, 0.0042, -0.0684
Si, 0.0093, 0.0067, -0.0704
Si, 0.0016, -0.0039, -0.0615
Si, 0.0048, -0.0019, -0.0961
Si, 0.0001, -0.0084, -0.0625
Si, -0.0043, -0.0044, -0.0696
Si, -0.0034, 0.0048, -0.0705
Si, 0.0053, 0.0037, -0.0749
Si, 0.0042, -0.003, -0.0723
Si, 0.0101, -0.0063, -0.0612
Si, -0.002, -0.0151, -0.0754
Si, -0.0055, 0.0085, -0.0542
Si, -0.0106, 0.0068, -0.0516
Si, -0.0116, 0.0075, -0.0454
Si, 0.0133, -0.0079, -0.0324
Si, -0.0035, -0.0088, -0.0658
Si, -0.0063, 0.0054, -0.0779
Si, -0.0115, -0.0016, -0.0688
Si, -0.0097, 0.0043, -0.0681
Si, 0.0101, 0.0077, -0.0583
Si, -0.0087, 0.0023, -0.0701
Si, -0.0091, -0.0068, -0.0543
Si, -0.002, 0.0134, -0.0797
Si, 0.0122, -0.0067, -0.0742
Si, 0.0025, -0.001, -0.0724
Si, -0.0076, 0.0089, -0.0714
Si, -0.0054, -0.0103, -0.0522
Si, 0.0001, -0.0125, -0.0808
Si, 0.0098, -0.0011, -0.0422
Si, 0.0053, 0.0015, -0.0843
Si, -0.0085, -0.0086, -0.0479
Si, -0.0076, -0.0047, -0.0758
Si, 0.0005, 0.0002, -0.0601
Si, 0.0132, -0.0084, -0.0688
Si, 0.0027, -0.0059, -0.0721
Si, -0.0031, 0.0066, -0.0571
Si, 0.0069, 0.0014, -0.0692
Si, 0.0091, -0.0012, -0.0726
Si, 0.0075, 0.0065, -0.0682
Si, 0.0043, -0.0156, -0.0505
O, -0.0184, 0.0119, 0.0332
O, 0.0094, -0.0016, 0.0351
O, 0.007, 0.0028, 0.0128
O, 0.0096, -0.0097, 0.0318
O, -0.0022, -0.0059, 0.0197
O, 0.003, 0.0037, 0.0199
O, 0.0025, 0.0047, 0.0159
O, -0.0155, -0.0127, 0.0582
O, 0.0044, -0.01, 0.026
O, 0.0051, -0.004, 0.0241
O, -0.0043, -0.0036, 0.0345
O, 0.006, -0.0081, 0.0541
O, -0.0117, 0.0062, 0.047
O, 0.0118, -0.019, 0.0251
O, -0.0064, 0.004, 0.0244
O, -0.0205, 0.0048, 0.0356
O, 0.0039, -0.0052, 0.0453
O, -0.0007, 0.0139, 0.0432
O, 0.0046, -0.0211, 0.0511
O, 0.0048, -0.0031, 0.0504
O, -0.0125, 0.0051, 0.0561
O, -0.0108, -0.011, 0.0354
O, -0.0152, -0.0129, 0.0347
O, -0.0039, -0.0133, 0.0247
O, -0.0117, -0.0174, 0.0351
O, 0.0119, 0.0019, 0.0329
O, 0.0059, 0.0139, 0.0243
O, 0.0102, -0.0113, 0.0215
O, 0.0024, -0.0179, 0.0433
O, -0.0156, -0.0009, 0.0377
O, 0.0055, 0.019, 0.0592
O, -0.0088, -0.0091, 0.0341
O, 0.0019, -0.0007, 0.0253
O, -0.0081, -0.0032, 0.0246
O, 0.0015, 0.0049, 0.012
O, 0.0092, -0.0064, 0.0275
O, 0.0099, -0.001, 0.0209
O, 0.0165, -0.0109, 0.0429
O, -0.0141, 0.0092, 0.04
O, -0.0041, -0.0003, 0.0249
O, -0.0139, -0.0221, 0.0431
O, -0.0135, 0.0226, 0.04
O, 0.0139, -0.0078, 0.0322
O, -0.0033, 0.0082, 0.0591
O, 0.0125, -0.0095, 0.0283
O, 0.0023, -0.0179, 0.0329
O, 0.0091, -0.0246, 0.0396
O, 0.0008, 0.0032, 0.0441
O, 0.0003, 0.0189, 0.0387
O, 0.0008, 0.0021, 0.0142
O, 0.0078, -0.0068, 0.0228
O, 0.0004, -0.0009, 0.0255
O, -0.0147, 0.0125, 0.0407
O, 0.003, -0.0027, 0.024
O, 0.0023, 0.0016, 0.0187
O, -0.0095, 0.0064, 0.0413
O, 0.0005, 0.0018, 0.027
O, -0.0104, 0.0134, 0.0305
O, -0.0225, -0.0072, 0.0519
O, -0.0008, 0.0008, 0.0345
O, 0.0163, -0.0042, 0.0425
O, 0.0123, -0.0018, 0.0328
O, 0.0058, 0.0132, 0.0253
O, -0.0188, -0.0071, 0.0257
O, -0.0006, 0.0041, 0.0175
O, -0.0011, 0.0008, 0.0273
O, 0.0057, 0.009, 0.0424
O, 0.0017, 0.003, 0.0087
O, -0.0137, 0.021, 0.0418
O, 0.0097, -0.004, 0.0183
O, -0.0018, 0.0089, 0.0207
O, 0.0014, 0.007, 0.0123
O, 0.0112, 0.0064, 0.0373
O, -0.0149, -0.0007, 0.042
O, 0.0146, -0.0132, 0.0479
O, -0.0046, -0.0115, 0.0402
O, 0.0177, 0.0084, 0.0447
O, 0.0114, 0.023, 0.0397
O, -0.0124, -0.0106, 0.0371
O, -0.0045, 0.0121, 0.0209
O, 0.012, 0.0034, 0.0407
O, 0.0071, -0.0013, 0.0216
O, -0.0221, -0.006, 0.0437
O, 0.0113, 0.003, 0.0376
O, -0.004, 0.0148, 0.0447
O, -0.0047, 0.0105, 0.0373
O, -0.0041, -0.0139, 0.0275
O, 0.0008, 0.0046, 0.0264
O, 0.0009, 0.0113, 0.0565
O, -0.0132, -0.0147, 0.0317
O, 0.0102, 0.0164, 0.0253
O, -0.0131, -0.0108, 0.0397
O, 0.0004, -0.0082, 0.0227
O, 0.0082, -0.016, 0.0233
O, 0.0169, -0.0066, 0.0385
O, 0.0014, -0.0141, 0.034
O, 0.0058, -0.0009, 0.0162
O, 0.0028, 0.0092, 0.0201
O, -0.007, 0.0058, 0.0247
O, -0.0058, -0.0054, 0.0266
O, 0.0082, 0.0097, 0.0215
O, -0.0001, -0.0094, 0.0251
O, -0.016, -0.0006, 0.0337
O, 0.0122, 0.0062, 0.0452
O, -0.0007, 0.0158, 0.0369
O, -0.0216, 0.005, 0.0606
O, 0.006, -0.0041, 0.0245
O, 0.0001, 0.0018, 0.023
O, -0.0148, 0.0001, 0.0367
O, -0.0014, 0.0058, 0.0244
O, -0.0063, 0.0022, 0.0116
O, 0.0166, -0.0048, 0.0477
O, -0.0081, 0.0157, 0.0383
H, 0.3301, 0.2745, -0.2765
H, -0.3859, -0.2464, -0.2492
H, -0.2343, -0.328, -0.2932
H, 0.3518, 0.2804, -0.2615
H, -0.2634, -0.3022, -0.2895
H, 0.3336, 0.3244, -0.2551
H, 0.3602, 0.214, -0.2476
H, -0.3159, -0.3133, -0.2173
H, -0.2313, -0.3197, -0.2785
H, 0.3101, 0.2993, -0.2754
H, -0.3515, -0.2997, -0.2527
H, 0.2927, 0.2631, -0.2455
H, -0.1868, -0.3713, -0.2397
H, 0.1866, 0.409, -0.2348
H, 0.2178, 0.3273, -0.2853
H, -0.4274, -0.2053, -0.2567
H, -0.3496, -0.2059, 0.295
H, 0.2218, 0.4358, 0.2525
H, -0.4407, -0.2274, 0.2457
H, 0.1747, 0.3941, 0.2668
H, -0.199, -0.4945, 0.2361
H, 0.3333, 0.2214, 0.2904
H, 0.4334, 0.259, 0.2512
H, -0.179, -0.3306, 0.2942
H, -0.291, -0.3691, 0.2675
H, 0.379, 0.1513, 0.2589
H, 0.4684, 0.1831, 0.2527
H, -0.1294, -0.4236, 0.2749
H, 0.226, 0.4468, 0.2574
H, -0.3625, -0.1267, 0.2679
H, -0.4342, -0.243, 0.226
H, 0.1748, 0.3025, 0.2859

The program warned: the cutoff lies below the one the program advises for these potential files; the forces do not sum to zero within the program's tolerance; empty levels may hold ghost states of the PAW files; the exchange-correlation potential is rough where the density is thin.
